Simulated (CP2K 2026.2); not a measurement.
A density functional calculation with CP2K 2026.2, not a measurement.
Periodic cell of 513 atoms, Si360O153, from a study of silicon, its oxide and their interface. The atomic structure is a simulated model.
Doubt: the forces sum to 3.34 eV/angstrom along one axis rather than to zero, so they err by at least 0.0065 eV/angstrom per atom on average; the grid cutoff is modest.

Settings
functional: PBE
method: Gaussian and plane waves
basis set: DZVP-MOLOPT-SR-GTH
pseudopotentials: GTH-PBE
grid cutoff: 300 Ry, relative cutoff 40 Ry
k points: Gamma only
occupations: fixed
spin: none
net charge: 0

Cell vectors (angstrom)
a 16.32 0 0
b 0 16.32 0
c -1.1711 -4.1015 34.3047

Atoms and the computed forces on them: element, x, y, z (angstrom), force x, y, z (eV/angstrom)
Si -0.951 -1.752 1.46 0.018 -0.01 -0.007
Si 1.858 0.801 1.549 0.002 -0.041 -0.032
Si -1.664 4.381 1.622 0.28 -0.441 0.121
Si 1.098 6.756 1.409 0.267 -0.053 0.598
Si -1.041 -7.253 1.346 -0.077 0.281 0.738
Si 0.834 -3.448 1.394 -0.211 0.008 0.523
Si 3.597 -0.859 1.401 -0.138 0.158 0.582
Si 7.035 1.21 1.481 -0.008 -0.021 -0.038
Si 4.15 3.94 1.28 -0.018 -0.007 -0.061
Si 6.611 7.017 1.464 0.019 -0.133 0.668
Si 4.387 9.199 1.175 -0.18 0.164 0.698
Si -9.02 -4.486 1.435 0.154 -0.181 0.572
Si -6.335 -1.722 1.592 0.221 -0.307 0.443
Si -4.662 1.965 1.556 -0.069 0.04 -0.002
Si -6.406 3.728 1.55 0.117 -0.312 0.385
Si -3.856 6.555 1.66 0 0.055 0.707
Si -7.339 -6.243 1.497 0.002 0.07 0.01
Si -4.638 -3.489 1.352 -0.041 -0.013 0.001
Si 0.051 -0.078 2.777 -0.03 0.047 0.009
Si 2.788 2.639 2.694 -0.04 0.014 -0.018
Si -0.054 5.422 2.917 0.064 0.056 0.01
Si 2.749 8.082 2.52 -0.03 -0.007 -0.02
Si -0.006 -5.427 2.506 0.01 0.004 -0.019
Si 2.642 -2.62 2.669 0.038 0.006 -0.031
Si 5.42 -0.001 2.688 0.008 0.009 -0.052
Si -8.058 2.655 2.833 0.047 0.062 -0.025
Si 5.384 5.412 2.684 0.027 0.02 -0.031
Si -8.208 8.269 2.749 0.016 -0.049 -0.047
Si 5.457 -5.473 2.564 -0.003 -0.016 -0.064
Si -8.092 -2.77 2.777 0.012 0.007 -0.062
Si -5.389 0.058 2.791 0.048 0.002 -0.011
Si -2.862 2.796 2.861 0.005 0 -0.034
Si -5.428 5.379 2.895 -0.031 -0.014 0.014
Si -2.651 8.162 2.819 0 0.01 -0.063
Si -5.532 -5.28 2.682 0.031 0.001 -0.022
Si -2.765 -2.704 2.631 -0.031 -0.019 -0.037
Si -1.369 1.359 4.028 -0.014 0.013 -0.009
Si 1.39 3.995 4.068 0.005 0.013 -0.005
Si -1.36 6.825 4.252 -0.03 -0.025 0.044
Si 1.411 9.544 3.898 0.006 -0.036 -0.008
Si -1.432 -4.168 3.968 0.014 0.036 -0.039
Si 1.361 -1.381 4.206 -0.026 0.034 -0.028
Si 4.147 1.373 4.129 -0.046 -0.04 -0.014
Si 6.808 4.079 4.039 -0.025 0.005 0.004
Si 4.031 6.778 4.037 0.023 0.03 -0.006
Si 6.724 -6.766 4.118 0.011 0.032 0.01
Si 4.064 -4.078 3.904 0.004 -0.029 0.008
Si -9.55 -1.4 4.026 0.035 0.01 0.01
Si -6.779 1.298 4.226 0.019 0.031 -0.006
Si -4.109 4.096 4.331 0.048 -0.013 0.021
Si -6.827 6.856 4.058 -0.013 -0.008 0.021
Si -4.115 -6.721 3.985 0.02 0.008 0.009
Si -6.789 -4.053 4.228 0.016 -0.023 -0.029
Si -3.969 -1.284 4.102 -0.012 -0.027 -0.049
Si -2.65 0.024 5.488 0.004 0.022 0.036
Si -0.003 2.688 5.424 -0.016 0.008 0.043
Si -2.717 5.47 5.594 -0.012 0.023 -0.001
Si 0.076 8.234 5.417 -0.002 0.019 -0.023
Si -2.753 -5.441 5.418 -0.007 -0.017 0.012
Si -0.057 -2.802 5.404 0.001 -0.025 -0.034
Si 2.75 0.012 5.477 0.018 0.018 0.003
Si 5.48 2.745 5.469 0.025 0.01 -0.008
Si 2.706 5.417 5.422 0.008 0.025 -0.007
Si 5.386 -8.178 5.426 -0.017 0 0.01
Si 2.737 -5.443 5.323 -0.004 -0.011 0.005
Si 5.414 -2.764 5.365 -0.029 -0.006 0.017
Si -8.21 -0.058 5.469 -0.023 0.001 -0.021
Si -5.46 2.68 5.588 0.049 0.004 0.004
Si -8.183 5.47 5.41 0.022 -0.028 0.008
Si -5.44 8.207 5.39 0.012 0.001 0.007
Si -8.198 -5.438 5.488 -0.024 -0.006 -0.008
Si -5.388 -2.649 5.464 -0.013 0.017 -0.015
Si -1.337 -1.397 6.808 0.011 0.021 0.008
Si 1.362 1.357 6.811 -0.022 -0.014 0.006
Si -1.326 4.062 6.839 0.002 -0.037 0.002
Si 1.375 6.814 6.785 -0.011 -0.01 -0.007
Si -1.349 9.541 6.77 0.003 0 0.012
Si 1.358 -4.126 6.737 -0.003 -0.01 -0.001
Si 4.101 -1.389 6.779 -0.008 -0.012 0.009
Si 6.802 1.352 6.822 0.008 0.003 0.009
Si 4.087 4.096 6.801 -0.017 -0.017 0.002
Si 6.771 6.801 6.786 0.007 0.023 0.008
Si 4.049 -6.791 6.764 0.008 0.012 0.003
Si 6.761 -4.07 6.804 0.006 0.009 0.008
Si -6.802 -1.36 6.831 0.021 -0.001 -0.003
Si -4.046 1.338 6.872 -0.001 -0.001 0.02
Si -6.844 4.107 6.824 0.009 -0.007 0
Si -4.112 6.864 6.832 -0.008 -0.004 0.006
Si -6.81 -6.802 6.796 0.02 0.006 0.004
Si -4.066 -4.058 6.802 0.005 0.01 0.013
Si 0.018 -0.025 8.162 0.007 -0.007 0.01
Si 2.72 2.732 8.156 -0.006 0.005 0.006
Si 0.022 5.453 8.166 -0.009 0.007 0.005
Si 2.721 -8.151 8.158 -0.001 0.005 -0.007
Si 0.006 -5.44 8.147 -0.004 -0.002 -0.002
Si 2.711 -2.746 8.112 0.001 0.016 -0.006
Si 5.438 -0.02 8.159 -0.007 -0.005 0.001
Si 8.15 2.721 8.184 0.006 0.015 0.003
Si 5.432 5.45 8.171 0.013 0.008 -0.002
Si 8.148 -8.166 8.146 -0.003 -0.02 0.01
Si 5.412 -5.445 8.149 -0.002 -0.014 0.008
Si 8.15 -2.73 8.167 -0.012 0.003 0.003
Si -5.439 -0.01 8.201 0.005 0.009 0.009
Si -2.693 2.715 8.204 0.018 -0.002 0.007
Si -5.463 5.465 8.166 0.001 0.003 -0.002
Si -2.707 8.193 8.158 -0.002 -0.007 0.001
Si -5.442 -5.43 8.144 -0.017 0.007 0.002
Si -2.714 -2.719 8.179 0 0.005 0.012
Si -1.346 1.333 14.971 -0.015 0.018 0.007
Si 1.363 4.052 14.898 -0.014 -0.005 -0.007
Si -1.394 6.809 14.936 0.01 -0.021 -0.006
Si 1.335 -6.786 14.968 0.002 -0.02 -0.005
Si -1.364 -4.094 15.002 -0.01 0 0.011
Si 1.363 -1.363 15.008 -0.014 -0.003 0.003
Si 4.086 1.354 14.982 -0.009 0 0.011
Si 6.816 4.084 14.96 0.007 0.012 0.014
Si 4.086 -9.495 14.893 -0.019 0.006 -0.013
Si 6.833 -6.791 14.943 -0.018 0.001 -0.01
Si 4.074 -4.03 14.969 0.003 0.01 0
Si 6.789 -1.361 14.938 0.007 -0.01 -0.005
Si -6.791 1.369 14.929 -0.002 0.01 -0.005
Si -4.088 4.083 14.955 0.003 -0.013 -0.009
Si -6.789 6.809 14.99 -0.004 -0.014 0.011
Si -4.082 9.53 15.007 -0.015 0.002 0.016
Si -6.783 -4.093 14.966 -0.004 0.008 -0.008
Si -4.079 -1.396 14.962 0.006 0.006 -0.009
Si -2.734 -0.033 16.312 -0.021 -0.014 -0.013
Si 0.056 2.687 16.297 0.023 0.001 0.026
Si -2.754 5.466 16.309 -0.008 0.014 0.003
Si -0.044 8.154 16.306 0.008 0.011 -0.012
Si -2.732 -5.429 16.398 0.001 0.005 0.002
Si 0.001 -2.742 16.37 0.005 -0.002 -0.003
Si 2.726 0.005 16.375 0 0.019 -0.009
Si 5.47 2.716 16.322 -0.008 -0.014 0.04
Si 2.702 5.463 16.195 0.018 0.045 -0.014
Si 5.463 -8.165 16.256 0.007 -0.017 -0.02
Si 2.696 -5.392 16.296 -0.005 0.01 -0.003
Si 5.418 -2.652 16.347 0.001 -0.004 0.003
Si -8.143 -0.009 16.255 0.024 0.004 -0.007
Si -5.441 2.711 16.31 0.011 -0.001 -0.002
Si -8.156 5.444 16.344 -0.011 0.015 0.004
Si -5.437 8.167 16.377 0.014 -0.001 0.009
Si -8.136 -5.444 16.33 -0.013 -0.031 -0.015
Si -5.418 -2.761 16.349 0.013 -0.002 -0.01
Si -1.406 -1.397 17.694 -0.011 0.004 -0.003
Si 1.391 1.368 17.758 -0.008 -0.02 0.023
Si -1.337 4.078 17.548 -0.016 0.025 -0.05
Si 1.334 6.758 17.589 0.006 -0.029 0.011
Si -1.372 -6.823 17.724 -0.007 -0.008 -0.01
Si 1.374 -4.078 17.756 -0.008 0.007 0
Si 4.087 -1.299 17.795 -0.008 0.027 0.024
Si -9.471 1.305 17.653 -0.014 0.036 -0.004
Si 4.085 4.18 17.55 0.029 0.016 -0.018
Si -9.526 6.832 17.683 0.007 0.014 -0.047
Si 4.096 -6.778 17.542 0.004 -0.004 -0.049
Si -9.511 -4.042 17.616 0.01 0.017 -0.024
Si -6.778 -1.342 17.618 -0.004 0.001 -0.023
Si -4.096 1.323 17.662 -0.009 -0.003 -0.022
Si -6.788 4.065 17.686 0.004 0.014 -0.009
Si -4.091 6.797 17.755 0.002 0.009 0.039
Si -6.803 9.522 17.751 0.012 0.003 0.004
Si -4.102 -4.096 17.809 0.032 -0.008 -0.017
Si -0.071 -0.034 19.042 0.028 0.031 0.003
Si 2.824 2.853 18.976 -0.017 -0.058 0.057
Si -0.018 5.377 18.96 0.015 -0.006 0.047
Si 2.738 8.156 18.82 0.006 -0.007 -0.004
Si 0.02 -5.503 19.083 0.01 -0.003 -0.049
Si 2.738 -2.706 19.151 -0.03 -0.008 0.012
Si 5.485 0.089 19.156 -0.028 0.029 0.043
Si -8.14 2.673 19.012 0.013 -0.013 -0.001
Si 5.431 5.456 19.002 0 -0.022 -0.023
Si -8.2 8.174 19.093 -0.02 -0.045 -0.014
Si 5.439 -5.427 18.898 0.004 -0.003 -0.01
Si -8.155 -2.666 18.948 0.014 -0.02 0.064
Si -5.468 -0.022 19.049 -0.012 -0.002 0.02
Si -2.664 2.723 18.875 -0.001 -0.027 0.011
Si -5.491 5.427 19.097 -0.008 -0.004 -0.005
Si -2.718 -8.165 19.139 0 0.037 -0.01
Si -5.462 -5.489 19.191 0.041 0.017 0.003
Si -2.736 -2.703 19.161 -0.006 -0.017 -0.031
Si -1.391 1.419 20.359 -0.059 -0.06 -0.019
Si 1.392 4.096 20.358 0.029 0.02 -0.038
Si -1.281 6.755 20.395 0.035 0.066 0.043
Si 1.459 -6.916 20.32 -0.025 0.045 0.068
Si -1.389 -4.184 20.421 -0.019 -0.011 -0.022
Si 1.265 -1.37 20.449 -0.273 -0.386 -0.307
Si 4.665 2.072 20.233 -0.024 0.023 -0.007
Si -9.786 3.781 20.252 -0.05 0.012 -0.002
Si 4.04 6.879 20.272 0.077 -0.005 0.029
Si -9.573 9.614 20.364 0.037 -0.024 0.041
Si 4.14 -4.167 20.39 -0.056 -0.051 0.115
Si 6.817 -1.402 20.429 -0.016 -0.024 0.06
Si -6.835 1.324 20.461 -0.015 0.019 0.047
Si -3.997 4.012 20.267 -0.028 0.004 -0.013
Si -7.028 6.658 20.458 -0.024 -0.1 -0.06
Si -4.168 -6.945 20.595 -0.015 0.022 -0.01
Si -6.866 -4.006 20.388 0.037 0.015 0.033
Si -4.1 -1.295 20.528 0.02 -0.009 0.051
Si -3.228 0.617 21.647 -0.158 0.091 -0.599
Si 0.2 2.54 21.706 0.047 -0.054 0.039
Si -2.581 5.273 21.659 0.095 -0.032 -0.005
Si 0.595 7.619 21.594 0.102 -0.21 -0.591
Si -2.659 -5.594 21.85 -0.219 0.026 -0.65
Si 0.029 -2.91 21.783 0.1 0.118 -0.657
Si 1.62 0.768 22.552 -0.495 0.551 -0.261
Si 4.201 2.236 22.48 -0.103 0.019 -0.721
Si 2.306 5.936 21.548 -0.009 -0.041 0.04
Si 4.973 8.649 21.542 -0.217 0.11 -0.537
Si 3.228 -6.01 21.577 0.169 -0.106 -0.66
Si 5.95 -3.269 21.604 0.088 -0.141 -0.646
Si -8.002 -0.269 21.836 -0.176 0.301 -0.827
Si -4.978 2.293 21.537 0.164 -0.165 -0.557
Si -8.462 5.165 21.764 0.049 -0.099 -0.623
Si -5.517 -8.518 21.861 -0.022 0.044 0.107
Si -8.635 -4.933 21.621 -0.006 0.017 0.098
Si -5.759 -2.445 21.769 0.211 -0.146 -0.818
Si -2.319 1.583 24.364 -0.029 -0.068 -0.172
Si -8.775 2.125 26.513 0.005 0.089 0.072
Si -10 -6.141 -5.339 0.001 -0.011 0.066
Si -1.142 3.989 23.008 0.19 -0.061 -0.625
Si -0.973 -7.453 23.718 0.031 0.05 -0.059
Si 5.025 -0.916 26.221 -0.042 0.122 -0.018
Si 0.135 -0.06 25.054 0.014 -0.092 -0.102
Si 3.346 5.132 23.472 -0.347 0.335 -0.574
Si 0.807 4.821 25.249 -0.107 0.121 -0.002
Si -10.424 6.831 23.724 0.025 -0.002 -0.108
Si 2.069 -4.401 23.791 -0.027 -0.091 -0.091
Si -8.688 -0.739 27.464 0.001 -0.131 -0.023
Si -6.801 4.523 26.533 0 -0.014 -0.157
Si -5.907 4.312 23.511 0.363 0.538 -0.245
Si -2.673 -8.169 -2.902 0.007 -0.067 -0.063
Si -0.195 -5.1 25.587 0.024 0.087 -0.026
Si -6.025 -7.573 23.96 0.029 -0.283 -0.579
Si 2.059 -0.58 27.386 0.042 -0.129 -0.02
Si 4.746 -3.386 24.476 0.008 -0.021 -0.138
Si -3.812 2.286 -0.565 -0.233 -0.074 0.622
Si -3.159 -7.791 -5.866 0.025 0.013 -0.069
Si -1.239 3.807 -5.237 0.029 -0.037 -0.026
Si 5.885 2.751 0.171 -0.094 0.032 0.684
Si 3.4 -5.267 -4.372 0.045 -0.068 0.002
Si 4.263 6.668 -2.403 0.021 0.063 0
Si 1.203 2.116 -5.337 0.105 -0.135 0.009
Si -7.942 -3.572 26.272 -0.003 -0.036 -0.115
Si -2.571 -2.327 -5.511 0.102 0.116 0.086
Si -2.852 7.025 27.722 0.065 -0.006 -0.079
Si 0.33 -0.936 -5.583 -0.134 -0.006 0.002
Si -1.479 -2.48 24.365 0.1 0.002 0.004
Si -1.729 -5.897 -1.336 -0.066 -0.099 0.041
Si -4.654 4.616 -2.24 0.185 -0.067 0.054
Si -4.065 -3.688 24.02 0.016 0.025 -0.079
Si -5.01 -4.337 26.951 -0.057 0.14 0.03
Si -3.565 7.401 24.706 -0.303 -0.271 -0.346
Si -4.348 6.053 22.98 -0.12 -0.077 0.041
Si -9.087 -6.576 -2.494 -0.026 -0.086 -0.06
Si -0.008 6.014 27.846 0.08 -0.031 -0.045
Si 1.043 1.186 -0.578 0.184 -0.216 0.583
Si -3.635 0.016 -2.409 0.118 0.06 0.042
Si -8.23 0.712 -3.038 -0.088 -0.087 0.048
Si -1.11 -1.123 -0.811 0.026 -0.11 0.675
Si -0.031 3.131 27.495 -0.047 0.098 0.002
Si -7.954 -5.246 23.858 -0.215 0.179 -0.57
Si -4.885 -2.422 -3.286 0.093 -0.016 -0.188
Si 2.637 2.59 -2.621 0.025 -0.01 0.068
Si 4.239 -1.485 -1.726 0.02 -0.011 0.166
Si 0.367 -3.701 -1.537 0.079 0.222 0.146
Si 2.837 4.941 -0.416 0.162 -0.352 0.447
Si -8.172 7.265 25.843 0.079 0.064 -0.118
Si -9.764 7.084 -5.76 0.014 0.013 0.129
Si 2.195 -2.714 -3.688 0.056 0.057 -0.012
Si -1.718 5.311 -2.787 -0.129 -0.051 0.08
Si -9.793 0.971 24.097 0.018 -0.143 0.066
Si -6.084 2.687 -4.218 0.128 -0.017 0.038
Si -3.262 1.496 -4.982 -0.059 -0.033 -0.037
Si -9.539 -2.81 -1.193 0.091 0.021 0.046
Si 8.051 -0.235 -0.106 -0.09 0.251 0.526
Si -8.329 5.007 -0.548 0.158 -0.137 0.13
Si -7.898 -2.326 -3.787 0.037 0.038 0.13
Si -2.846 1.899 27.206 0.073 0.128 0.023
Si 5.251 1.338 -2.545 0.043 0.023 -0.013
Si -1.066 3.431 -0.383 -0.089 0.237 0.581
Si -6.698 -6.521 -0.715 -0.224 0.069 0.592
Si 4.301 -6.572 -1.814 -0.03 0.014 0.075
Si -9.881 -7.754 27.783 0.091 -0.015 0.087
Si -4.39 -4.38 -0.845 -0.097 0.351 0.689
Si -10.053 -5.555 25.844 0.115 0.065 -0.041
Si -5.059 7.397 -1.093 0.063 -0.093 0.036
Si -9.086 6.608 -2.86 0.056 0.016 -0.054
Si 3.587 5.983 -5.218 0.123 0.08 -0.055
Si -1.339 1.334 9.537 -0.012 0.007 -0.007
Si 1.373 4.09 9.53 0.014 0.012 0
Si -1.364 6.805 9.513 -0.008 -0.007 0.006
Si 1.352 -6.801 9.52 -0.021 -0.02 0.006
Si -1.344 -4.079 9.519 0.015 0.011 0.006
Si 1.375 -1.387 9.506 0.003 0.005 0.006
Si 4.073 1.351 9.505 -0.002 -0.005 -0.002
Si 6.788 4.082 9.526 -0.009 -0.013 0.004
Si 4.082 6.818 9.53 0.004 0.009 0.008
Si 6.791 -6.799 9.505 0.004 0.007 0
Si 4.062 -4.08 9.508 -0.008 -0.012 -0.007
Si 6.803 -1.36 9.528 0.012 0.022 0.004
Si -6.794 1.37 9.541 0.014 0.018 0.007
Si -4.083 4.095 9.516 0.004 0.002 0.003
Si -6.817 6.811 9.526 -0.012 -0.013 -0.002
Si -4.075 -6.777 9.513 0.024 0.004 -0.011
Si -6.805 -4.09 9.522 -0.005 -0.003 0.009
Si -4.079 -1.375 9.549 -0.018 -0.014 0.005
Si -2.709 -0.012 10.899 0.005 0.01 0.002
Si 0.012 2.714 10.884 0.001 -0.008 0.002
Si -2.727 5.451 10.878 0.004 0.003 0.009
Si -0.01 -8.158 10.88 0.005 -0.002 0.01
Si -2.715 -5.43 10.877 -0.01 0.003 -0.004
Si 0.01 -2.725 10.881 -0.003 0 -0.003
Si 2.72 -0.012 10.863 -0.001 -0.004 -0.01
Si 5.434 2.71 10.868 -0.002 0.012 -0.002
Si 2.726 5.451 10.89 -0.007 -0.004 0.014
Si 5.442 -8.145 10.891 0.009 -0.006 0.009
Si 2.708 -5.429 10.88 0.009 0.004 0.001
Si 5.432 -2.723 10.875 -0.002 0.003 -0.006
Si -8.159 0 10.89 -0.01 -0.005 0.002
Si -5.427 2.729 10.891 -0.007 0.003 0.01
Si -8.167 5.444 10.878 0.01 0.001 0.005
Si -5.438 -8.149 10.865 -0.003 -0.004 -0.005
Si -8.165 -5.45 10.877 -0.001 -0.007 -0.003
Si -5.445 -2.736 10.895 0.008 0.001 0.005
Si -1.348 -1.377 12.253 0.006 -0.006 0
Si 1.366 1.338 12.237 0.009 0.001 0.004
Si -1.369 4.074 12.227 -0.003 0 -0.002
Si 1.351 -9.513 12.243 -0.008 0.004 0.008
Si -1.371 -6.794 12.239 -0.007 -0.005 -0.007
Si 1.353 -4.077 12.256 -0.007 0.005 -0.001
Si 4.075 -1.356 12.234 0.002 0.013 -0.001
Si 6.795 1.365 12.239 -0.01 0.01 -0.005
Si 4.089 4.072 12.23 0.01 -0.012 0
Si 6.807 -9.515 12.241 0.006 -0.005 0.004
Si 4.08 -6.77 12.242 -0.017 0.009 -0.002
Si 6.798 -4.083 12.234 0.006 -0.008 -0.001
Si -6.804 -1.368 12.248 0.005 0.005 -0.004
Si -4.067 1.356 12.252 0.01 -0.003 0.005
Si -6.798 4.094 12.234 -0.003 0.008 -0.001
Si -4.09 6.814 12.239 -0.003 0.003 0.002
Si -6.789 -6.8 12.236 0.004 -0.001 -0.003
Si -4.072 -4.088 12.252 0.003 -0.008 -0.002
Si 0.012 -0.019 13.614 -0.006 -0.006 -0.002
Si 2.74 2.694 13.58 0.005 0.009 -0.013
Si -0.021 5.436 13.587 -0.002 0.001 0.001
Si 2.706 -8.125 13.584 0.014 -0.002 0
Si -0.019 -5.438 13.608 -0.019 0.002 0.002
Si 2.711 -2.7 13.604 0.001 0.002 -0.004
Si 5.432 0.003 13.594 0.009 0.013 -0.005
Si 8.165 2.731 13.584 0.004 0.011 -0.004
Si 5.451 5.433 13.585 -0.005 -0.017 -0.003
Si 8.183 -8.163 13.598 0.008 0 0.003
Si 5.442 -5.416 13.619 0.004 0 0.009
Si 8.159 -2.736 13.606 -0.007 -0.001 -0.001
Si -5.43 -0.017 13.6 -0.011 -0.004 0.007
Si -2.707 2.715 13.616 0.007 0.011 0.006
Si -5.446 5.451 13.603 -0.004 0 0.005
Si -2.743 8.183 13.601 0.005 0.008 -0.005
Si -5.43 -5.45 13.61 0.016 -0.002 -0.004
Si -2.706 -2.739 13.613 -0.001 0.001 -0.003
O 2.081 -0.226 21.342 0.443 0.146 -0.323
O 2.967 1.43 23.155 0.013 -0.204 0.446
O -3.317 -4.8 23.113 -0.097 -0.048 0.364
O -5.321 2.863 23.056 0.14 -0.314 0.32
O -1.515 -6.584 22.465 0.463 -0.05 -0.112
O -0.986 -2.199 22.848 0.008 0.507 0.116
O 1.044 -3.831 22.677 -0.027 0.11 0.084
O 0.302 8.045 23.164 0.261 -0.386 0.19
O -6.071 4.263 25.118 0.27 -0.161 0.175
O -10.724 1.68 23.021 0.231 0.081 0.023
O -9.525 6.031 22.638 -0.116 -0.002 -0.148
O -7.043 7.83 24.837 0.094 -0.274 -0.038
O -1.791 -6.839 -0.03 -0.457 -0.085 -0.078
O -10.311 -0.774 27.495 -0.245 0.086 0.655
O -8.691 0.14 23.258 0.224 -0.374 0.096
O -7.718 3.256 26.926 0.058 -0.178 0.122
O 1.306 -1.923 27.938 0.206 -0.37 -0.309
O -6.528 -6.032 23.912 0.351 0.239 -0.288
O -10.712 -2.962 23.181 0.289 0.337 0.181
O 0.579 -7.695 -6.199 -0.517 0.002 0.033
O -0.812 1.203 24.787 0.061 0.388 0.195
O 0.336 2.651 -0.512 0.347 0.288 -0.06
O 4.273 -8.053 -2.443 -0.204 0.074 -0.642
O -2.722 5.537 1.063 -0.001 0.032 -0.291
O -8.976 8.14 -2.369 -0.015 0.114 0.129
O 5.265 1.85 -1.019 0.005 -0.341 0.278
O 1.507 5.688 0.208 -0.037 -0.124 -0.433
O 5.445 -8.083 23.066 0.244 0.213 0.246
O -8.842 6.287 0.298 0.315 0.324 -0.234
O 1.181 -3.704 -2.916 -0.023 -0.766 -0.369
O 4.101 2.24 -3.247 0.12 0.162 -0.563
O 1.287 -3.539 -0.202 0.361 0.222 -0.019
O -8.113 5.582 -2.059 0.518 -0.079 -0.293
O 3.179 -3.273 24.11 -0.225 0.593 0.101
O -8.133 -2.009 26.62 -0.173 0.191 -0.237
O -1.132 4.634 -1.455 0.303 0.051 -0.117
O 2.908 -1.819 -2.56 -0.353 0.376 0.101
O 1.022 -0.203 23.708 -0.189 -0.487 -0.243
O -4.848 -3.474 -2.084 0.04 0.051 -0.25
O -4.527 -4.31 25.423 0.292 -0.308 0.021
O 2.219 1.322 -1.689 0.308 -0.502 -0.088
O 2.382 6.763 -5.923 0.004 0.364 -0.188
O -10.767 8.092 0.793 0.123 -0.121 -0.196
O -6.871 -1.023 0.192 0.061 0.028 -0.543
O -0.327 -5.139 -1.416 0.347 -0.359 0.021
O -9.34 -3.98 -0.102 0.012 -0.123 -0.088
O -0.825 4.783 -4.019 0.405 0.088 -0.039
O -3.605 3.233 27.648 0.181 0.01 -0.425
O -6.98 1.524 -3.593 0.342 -0.253 0.29
O 4.92 -0.237 -2.487 -0.14 -0.2 -0.185
O -6.973 3.385 -5.345 -0.251 0.21 0.193
O -6.612 -4.122 27.012 -0.205 -0.302 0.111
O -9.226 -4.462 26.739 -0.36 0.109 0.297
O -4.715 7.227 0.464 -0.459 -0.053 -0.009
O -3.27 0.576 28.019 -0.534 -0.268 -0.193
O -8.237 -0.746 -3.727 0.067 0.172 -0.56
O -8.025 0.635 -1.438 0.325 0.307 -0.204
O -10.188 2.363 27.263 -0.078 -0.175 -0.271
O -3.565 -2.512 -4.23 0.061 0.068 0.404
O -1.101 -3.941 24.929 -0.28 -0.137 -0.027
O -7.716 5.837 26.42 -0.04 -0.255 0.493
O -8.433 -8.073 27.109 0.422 0.355 0.033
O -6.314 -2.596 -4.014 0.249 -0.302 -0.633
O -9.012 -6.14 24.732 0 -0.443 -0.269
O -6.397 -8.043 -1.184 -0.349 -0.014 -0.324
O 0.049 7.918 0.893 0.154 0.046 -0.215
O 2.204 -5.869 -5.279 -0.172 -0.261 -0.042
O -3.267 4.883 -3.03 0.097 0.175 -0.22
O -6.986 4.362 0.117 0.148 -0.179 -0.669
O 0.546 0.637 -5.229 -0.254 -0.118 0.475
O -4.568 -7.614 24.707 0.255 0.646 0.206
O -5.69 3.802 -3.139 -0.429 0.352 0.41
O -4.613 -5.75 27.614 -0.195 -0.319 -0.117
O 5.262 -2.755 -1.767 -0.267 -0.534 -0.121
O 2.304 4.821 24.667 0.256 -0.045 0.478
O -8.19 0.647 26.805 0.699 -0.075 -0.152
O 1.615 2.658 -3.865 -0.371 0.19 0.169
O 5.035 6.546 -5.662 -0.112 0.232 -0.251
O -2.862 -4.775 -1.16 0.211 0.508 -0.299
O -2.094 7.842 24.211 0.159 -0.432 0.188
O -6.829 -1.316 22.253 0.046 0.229 0.075
O -3.394 6.848 26.212 -0.274 -0.363 -0.052
O 3.806 -6.556 -0.262 -0.327 0.059 -0.17
O 1.339 -4.773 25.183 0.306 0.047 0.331
O 0.083 3.154 -5.889 0.192 0.145 -0.223
O -2.189 2.282 -0.669 0.224 -0.618 0.008
O 4.784 -5.823 -4.975 -0.099 -0.251 0.023
O -1.237 7.053 27.827 0.219 0.435 -0.056
O -2.186 -3.816 -5.956 0.233 -0.094 0.267
O -2.853 0.531 23.258 -0.191 -0.414 0.264
O -2.177 2.63 -4.687 -0.107 0.109 0.634
O 5.06 -4.876 25.015 -0.473 -0.4 -0.242
O -9.057 -6.066 -4.025 0.562 0.43 -0.064
O 2.774 -5.7 23.134 -0.167 -0.233 0.514
O 0.663 6.007 26.355 -0.093 0.511 -0.274
O 3.378 6.121 -3.629 -0.421 0.019 0.034
O 3.473 4.434 -5.619 0.013 -0.281 0.476
O 3.683 6.195 -0.991 -0.193 0.364 0.07
O -0.784 -1.368 25.3 -0.023 -0.173 0.595
O -3.238 1.588 25.674 -0.573 -0.256 0.043
O -9.465 3.861 -0.533 -0.192 0.135 -0.468
O -10.479 -6.067 -1.838 0.209 0.646 0.346
O -5.328 6.003 -1.826 -0.408 0.111 -0.232
O -4.258 -3.191 27.826 0.395 0.234 -0.24
O -3.004 0.36 -3.856 0.201 -0.239 -0.053
O -5.727 4.743 27.708 -0.413 0.389 0.373
O -1.889 -6.778 -2.678 0.143 0.374 -0.276
O -2.258 -6.461 -5.782 0.255 -0.126 0.697
O -8.471 -2.976 -2.406 0.396 -0.404 0.193
O 4.055 3.779 22.932 0.035 0.073 0.171
O -0.699 -2.478 -1.614 -0.186 -0.117 -0.512
O -9.643 1.479 -3.304 -0.152 0.409 -0.299
O -10.746 0.089 25.069 -0.019 -0.035 -0.17
O -7.801 -3.821 24.66 0.032 0.462 -0.271
O -4.306 1.334 -1.767 -0.403 -0.05 -0.143
O -3.826 8.132 -1.792 0.031 0.181 0.042
O -4.76 2.058 -4.866 -0.006 -0.195 -0.135
O -5.311 -5.707 -0.892 0.036 -0.042 -0.381
O -10.575 6.075 -2.555 -0.094 -0.39 0.021
O -8.616 -2.989 -5.062 -0.33 -0.164 0.114
O -9.85 -7.631 -5.934 -0.208 0.084 -0.628
O -2.254 3.102 23.819 -0.534 0.323 0.002
O -4.886 -0.963 -2.61 -0.6 0.271 0.167
O -0.457 -5.205 27.161 -0.058 -0.303 -0.009
O 3.865 -1.161 -0.187 0.117 -0.012 -0.109
O 4.552 6.019 24.094 -0.166 -0.025 0.27
O -10.692 7.176 27.894 -0.036 -0.055 -0.334
O 0.008 0.033 -1.073 0.254 0.027 -0.539
O 3.358 -5.689 -2.794 -0.393 0.283 0.241
O -3.088 -2.432 24.342 -0.358 0.248 0.013
O -10.636 -6.718 26.788 -0.394 -0.255 0.172
O -1.251 2.087 27.449 0.223 -0.513 0.032
O -2.536 -0.638 -1.418 -0.169 -0.118 0.182
O -9.056 2.151 24.923 0.178 0.484 -0.347
O 0.528 3.418 26.001 0.351 -0.473 -0.441
O -1.642 6.92 -2.697 0.563 0.258 0.197
O -9.567 7.084 25.051 -0.158 -0.263 0.507
O 1.384 -1.788 -4.715 0.158 0.004 -0.119
O -8.887 6.621 -4.469 0.222 -0.323 -0.215
O -7.83 -5.937 -1.719 -0.005 0.194 -0.428
O 1.078 0.166 26.334 0.101 0.544 0.142
O -0.273 4.94 24.034 -0.107 0.211 0.182
O 2.591 3.927 -1.683 -0.055 -0.021 -0.025
O 3.273 -3.65 -4.457 0.222 0.341 -0.515
O -4.318 3.795 -0.888 -0.133 0.442 0.196
O -7.373 4.485 22.791 -0.255 -0.171 0.027
O -9.371 -1.385 -0.423 -0.441 0.058 0.077
O -0.577 -6.523 24.954 -0.102 -0.232 0.708
O 5.161 -2.409 25.663 0.377 -0.233 0.312
O -3.387 8.064 -4.342 -0.422 -0.388 0.04
O 3.481 -0.755 26.645 -0.109 0.104 -0.335
O -1.187 -1.47 -5.283 0.02 0.367 -0.075
O -5.306 -3.151 23.159 -0.464 0.138 0.177

Results
total energy: -105602.466 eV
total energy less fixed offsets of O -438.25, Si -107.07 eV per atom: -5.016 eV
